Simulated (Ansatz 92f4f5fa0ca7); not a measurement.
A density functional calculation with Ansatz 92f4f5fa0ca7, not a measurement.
Periodic cell of 284 atoms, Si144O100H32N8, with a vacuum gap, from a study of silicon, its oxide and their interface. The atomic structure is a simulated model.

Settings: functional r2SCAN; potential files Ansatz PAW; basis plane waves; wave-function cutoff 800 eV; density cutoff ratio 5; exchange-correlation grid ratio 1; k mesh 1 x 1 x 1, shifted by 0.5 0.5 0 of a step; self-consistency stop 1e-11 eV per atom in the density residual; occupations fixed; spin none; net charge 0; applied field sawtooth along c, amplitude -0.015 V/angstrom in the program's sign convention, ramp centred at 0.9895 of c and 0.0210 of c wide, no dipole correction.

Cell vectors (angstrom)
a  10.887  0  0
b  0  10.887  0
c  0  0  47.5093

Atoms and the computed forces on them: element, x, y, z (angstrom), force x, y, z (eV/angstrom)
Si  -0.5122  0.6092  33.8016  0.0146  -0.0073  -0.0043
Si  2.1151  3.3221  33.7158  0.004  -0.0185  0.0001
Si  -0.1407  5.4681  34.0823  -0.0073  0.0014  -0.0082
Si  2.7019  8.1339  33.7955  -0.0056  -0.0031  -0.007
Si  5.4799  0.0176  33.9952  0.0002  0.0039  -0.008
Si  8.1869  2.8296  34.1051  0.0054  0.0079  -0.0009
Si  5.9227  4.9985  33.6752  -0.0053  0.0013  0.0055
Si  8.5929  7.7477  33.6766  0.0036  0.0077  0.0031
Si  1.2397  1.549  35.0807  -0.0117  0.0079  -0.0192
Si  4.0139  4.196  34.9753  0.0012  0.0036  -0.0108
Si  1.3912  6.8173  35.2169  0.005  0.0025  -0.0124
Si  3.9535  9.6008  35.1693  0.0027  -0.0002  -0.0089
Si  6.8581  1.332  35.3108  0.0012  -0.0033  -0.0105
Si  9.4318  4.1968  35.4954  0.004  -0.0086  -0.0159
Si  6.8755  6.747  35.0191  -0.0012  -0.0029  -0.0195
Si  9.4445  9.612  35.0042  0.0021  0.0071  -0.0188
Si  -0.0133  2.7791  36.6402  0.0104  -0.0094  0.0084
Si  2.6051  0.1246  36.4581  -0.0072  0.0106  0.0071
Si  -0.0111  8.2914  36.4326  -0.0139  0.0037  0.0085
Si  2.8048  5.5001  36.5371  -0.0088  -0.0013  0.0062
Si  5.3318  2.7577  36.4328  -0.0034  0.0077  0.0149
Si  8.1688  -0.07  36.5986  0.0101  -0.0035  0.0027
Si  5.4425  8.1621  36.3778  0.0066  0.0013  0.0068
Si  8.0545  5.5734  36.6767  0.0012  0.0046  0.0076
Si  1.4125  4.1364  37.9044  -0.0101  -0.0007  -0.0009
Si  4.0289  1.4022  37.8355  -0.0083  -0.0175  0.0281
Si  1.3251  9.6056  37.8436  0.0065  0.0038  0.0286
Si  4.1404  6.8578  37.8635  -0.0102  -0.0253  0.0219
Si  6.6923  4.1062  37.8662  0.0191  -0.0033  0.0219
Si  9.5226  1.3474  37.921  -0.0006  0.0066  0.0036
Si  6.755  9.4808  37.8648  0.0194  0.0206  0.0207
Si  9.5276  6.9281  37.8721  0.0163  -0.0088  0.0193
Si  -0.0038  0.0171  39.2737  -0.0191  0.0243  0.1993
Si  2.7294  2.743  39.2588  -0.0367  0.0446  0.2
Si  0.0075  5.5161  39.2046  0.0085  -0.0197  0.1448
Si  2.7316  8.224  39.1649  -0.0279  0.0094  0.1869
Si  5.3968  0.0087  39.1773  0.0204  0  0.1725
Si  8.1089  2.7452  39.1962  0.0388  -0.0343  0.1572
Si  5.4245  5.4636  39.2641  -0.0393  0.0568  0.2097
Si  8.1571  8.2051  39.2613  -0.02  0.0073  0.2033
Si  1.3675  1.3731  40.6063  -0.0581  0.0638  0.3713
Si  4.0925  4.0895  40.6124  -0.1558  0.0932  0.4455
Si  1.3924  6.8552  40.5517  -0.1337  -0.0157  0.1996
Si  4.061  9.5515  40.5717  0.0053  0.0455  0.2173
Si  6.7773  1.3555  40.5471  -0.0114  0.0865  0.1974
Si  9.5153  4.1101  40.5384  -0.0105  0.0729  0.0878
Si  6.8343  6.7944  40.5904  -0.0728  0.0859  0.4045
Si  9.5255  9.5471  40.6164  -0.0952  0.1146  0.4335
Si  -0.0147  2.7417  6.9116  0.1323  -0.0981  -0.2919
Si  2.6938  -0.0139  6.9672  -0.0073  0.0184  -0.2151
Si  0.0388  8.1893  6.9389  0.0053  -0.0543  -0.2806
Si  2.7247  5.4595  6.9127  0.1497  -0.1363  -0.4226
Si  5.4419  2.6911  6.945  0.0361  -0.0393  -0.2615
Si  8.1662  0.0372  6.922  0.1123  -0.1436  -0.393
Si  5.4573  8.1736  6.8861  0.1053  -0.0852  -0.4237
Si  8.2012  5.4579  6.9565  -0.0055  0.0022  -0.1959
Si  1.3687  4.0866  8.2531  0.0501  -0.06  -0.1937
Si  4.0567  1.3304  8.3059  -0.0062  0.0156  -0.1649
Si  1.3306  9.5386  8.3773  0.0041  0.0169  -0.1647
Si  4.1039  6.8163  8.241  0.0084  -0.0206  -0.1918
Si  6.8457  4.0423  8.268  -0.0263  0.0301  -0.1644
Si  9.5502  1.3596  8.2954  0.0626  -0.0512  -0.1952
Si  6.8398  9.5126  8.2327  0.0349  -0.0234  -0.1909
Si  9.6242  6.8067  8.3026  -0.0413  0.0207  -0.1708
Si  -0.0513  0.0189  9.7779  0.0009  0.008  -0.0255
Si  2.637  2.6755  9.6367  0.0034  0.0084  -0.0091
Si  0.1025  5.438  9.6789  0.0043  0.0177  -0.0298
Si  2.7448  8.1289  9.6389  0.0034  0  -0.0227
Si  5.4551  -0.0692  9.5805  -0.012  -0.0051  -0.0143
Si  8.251  2.7363  9.6522  -0.0229  -0.0019  -0.0284
Si  5.4465  5.4081  9.5544  0.0014  0.0076  -0.0107
Si  8.275  8.2272  9.5921  -0.0093  -0.0001  -0.0051
Si  1.3075  1.387  11.1566  0.0176  0.002  0.0036
Si  4.0136  4.0636  10.8859  0.001  0.0004  -0.002
Si  1.4782  6.7577  11.0834  0.0101  -0.0069  -0.0045
Si  4.1465  9.4273  10.9616  0.0105  0.0014  -0.0055
Si  6.8285  1.3193  10.8515  -0.0017  -0.0061  -0.0072
Si  9.6987  4.0385  11.0377  -0.0015  -0.0006  -0.0125
Si  6.9852  6.7158  10.7533  -0.0112  0.0209  0.002
Si  9.4658  9.5491  11.1929  -0.0116  -0.008  -0.0091
Si  -0.0424  2.762  12.6988  -0.0005  -0.0095  0.0083
Si  2.8238  -0.019  12.3249  -0.0118  0.0064  0.0036
Si  0.1151  8.1172  12.4253  -0.0024  0.0086  0.008
Si  2.7748  5.306  12.4794  0.0116  -0.0041  0.0187
Si  5.4601  2.7026  12.0769  -0.0038  0.0091  0.0188
Si  7.9243  0.1  12.5047  0.0031  0.0014  0.0116
Si  5.6194  7.9098  12.1133  0.0083  -0.0083  0.0186
Si  8.3076  5.4452  12.2075  -0.008  0.0111  0.0116
Si  1.7331  3.8208  14.1137  0.0118  -0.0071  -0.0539
Si  4.0083  1.6221  13.5285  -0.0018  0.0006  -0.035
Si  1.4098  9.6095  13.6972  -0.0041  0.0024  -0.0237
Si  4.678  6.2155  13.4656  -0.0027  0.0113  -0.025
Si  6.8453  4.0562  13.3201  -0.0051  -0.0038  -0.0037
Si  8.9431  1.8469  13.8859  -0.0055  -0.0015  -0.0287
Si  6.2428  9.5889  13.5734  -0.0054  -0.0114  -0.0343
Si  9.4807  6.8428  13.6939  -0.0109  0.0248  -0.0253
Si  -6.6157  20.6118  17.6341  -0.0036  -0.003  -0.0576
Si  -1.2222  2.5629  20.4871  0.0027  0.0026  -0.0305
Si  7.945  14.8544  24.656  0.0037  0.0023  -0.0303
Si  22.9255  17.9819  24.7597  0.003  -0.0041  -0.0301
Si  -3.2133  0.3266  21.418  0.0053  0.001  -0.0266
Si  25.7648  1.454  16.4132  0.0084  -0.0014  -0.0533
Si  -12.9142  15.9009  19.12  0.0028  0.0059  -0.0345
Si  11.7786  9.7126  23.4373  -0.0102  -0.006  -0.0348
Si  -0.066  -3.692  19.1332  0.0009  -0.0023  -0.0427
Si  16.6098  20.5391  25.4485  -0.001  0.0034  -0.0254
Si  1.49  22.8173  25.1571  0.001  -0.0001  -0.0345
Si  9.2419  6.5544  16.6973  -0.0042  0.0089  -0.0593
Si  14.7802  30.36  15.0006  0.0018  -0.0026  -0.0519
Si  -15.7561  -1.5949  20.1261  -0.0099  -0.0014  -0.0443
Si  18.9753  8.7328  15.4706  0.0181  0.0263  -0.0502
Si  9.5476  8.6312  21.5494  0.0053  0.002  -0.0344
Si  12.2134  3.859  21.4723  -0.0025  0.0024  -0.0354
Si  1.4029  23.7149  19.5248  0.0061  -0.0035  -0.0527
Si  1.7986  21.7745  17.5014  -0.0068  -0.0026  -0.042
Si  2.9429  16.2966  23.4111  -0.0054  0.0034  -0.027
Si  10.6151  12.433  27.4279  0.0007  -0.0049  -0.0307
Si  6.7248  9.0588  31.7485  -0.001  0.0075  -0.0156
Si  13.376  25.6375  17.2301  0.001  -0.0029  -0.0526
Si  -6.2663  6.7946  31.6733  -0.004  0.0024  -0.0106
Si  -7.1455  -9.2741  29.026  0.0025  -0.0023  -0.0247
Si  7.3811  6.808  21.0375  -0.0008  -0.0061  -0.0294
Si  -12.7204  24.9307  29.5824  -0.0035  0.0039  -0.0208
Si  12.0844  7.8707  27.6587  -0.0032  -0.001  -0.0242
Si  2.6336  5.99  19.4124  -0.004  -0.0023  -0.0439
Si  10.2868  21.7593  15.7423  -0.0127  -0.009  -0.056
Si  5.0746  10.361  22.5959  -0.0037  -0.0053  -0.0365
Si  -3.1714  15.8946  27.4492  0.0025  0.0053  -0.0278
Si  -2.8478  21.6365  26.7757  -0.0068  -0.0041  -0.0297
Si  -13.8289  7.8104  26.1365  0.0015  -0.001  -0.0272
Si  3.2667  10.2475  27.1147  0.0034  -0.0014  -0.0166
Si  3.6789  34.1133  31.9885  0.0005  -0.001  -0.0138
Si  2.4562  22.8934  22.3338  -0.0026  0.0086  -0.0342
Si  -8.2308  -5.2648  29.3879  -0.002  0.0007  -0.0208
Si  -0.0042  9.9925  29.1489  0.0013  -0.0023  -0.0192
Si  -4.1244  12.1319  24.2389  -0.0009  -0.0035  -0.0248
Si  1.3908  21.0288  31.8572  -0.0027  0.0052  -0.0135
Si  11.9232  13.9072  29.6808  0.0013  -0.0009  -0.0177
Si  15.4361  18.1417  21.5041  -0.001  -0.0015  -0.0295
Si  15.5875  25.7787  27.5433  0.0049  -0.0029  -0.0314
Si  20.156  6.451  23.5673  -0.0015  0.0043  -0.0314
Si  26.7922  14.5452  24.6279  -0.0015  0.0015  -0.0252
Si  7.9731  11.0782  29.6614  0.0008  0.0008  -0.0192
Si  21.3738  -7.7942  32.1481  -0.0014  -0.0005  -0.0116
O  6.1365  -6.1718  27.5516  -0.0025  0.0018  0.0061
N  -1.3968  2.0365  33.1563  -0.0118  -0.0027  0.0094
O  7.064  -0.61  30.735  -0.004  -0.0069  0.013
O  -2.5599  15.2631  28.8074  0.0037  -0.0067  0.0102
O  5.5347  5.5465  32.1712  0.0031  -0.0047  0.0159
O  -7.9432  13.7185  32.3804  -0.0026  0.0041  0.0146
O  -10.898  17.3948  23.7901  0.0033  0.0027  0.0151
O  6.4584  -13.5539  25.6221  0.0028  -0.0016  0.0095
O  12.0117  20.7759  30.2983  0.0052  0.0022  0.0142
O  18.811  6.6187  27.258  -0.0009  -0.0059  0.0042
O  9.4443  10.4023  29.7362  -0.0006  -0.0009  0.0063
O  10.9327  10.7826  32.4467  -0.0024  0.0018  0.0028
N  -2.1742  18.0788  22.0828  0.0067  -0.0017  0.0155
O  8.6171  9.2111  26.654  0.0012  0.004  0.0031
N  6.9011  10.9519  25.5002  0.0035  -0.0049  0.0167
O  15.6306  12.2362  14.9841  -0.0036  -0.0025  0.0355
O  4.6204  8.7941  16.3988  0.0029  0.0121  0.0387
O  -8.5859  19.8777  27.3279  -0.0007  0.0019  0.0104
O  -0.2961  3.5759  21.3958  0.0036  0.0016  0.0155
O  2.3063  8.874  14.8644  0.0052  -0.0003  0.0192
O  -0.3237  8.9584  22.7435  0.0073  0.008  0.0113
O  1.5557  3.0615  18.3273  -0.0087  -0.0072  0.0297
O  -4.4754  4.4751  24.5901  0.0009  -0.0008  0.0063
O  5.1036  9.1417  18.8418  0.0114  -0.0029  0.0301
O  7.8209  3.0299  14.2039  0.0054  -0.0003  0.0048
O  8.5328  1.693  21.2542  -0.0061  -0.0065  0.0119
O  11.2331  10.5845  14.4648  -0.0115  0.0103  0.0351
O  13.5342  9.5318  17.6927  -0.0002  0.0027  0.0094
O  10.2153  5.7639  19.611  -0.0011  -0.0018  0.0134
O  2.9133  16.1395  17.9776  -0.003  0.0107  0.0234
O  1.6799  15.4467  22.8576  0.0053  0.0081  0.0106
O  4.6958  0.4075  17.4398  0.0007  -0.0061  0.017
O  -24.2125  -2.8077  14.0253  -0.002  -0.0068  0.0502
O  -16.9089  1.1809  33.0312  0.0014  -0.0069  0.0105
O  -1.0626  17.101  15.2011  -0.003  0.0007  0.0312
O  28.9396  8.1396  20.1051  0.0021  -0.0038  0.0163
O  -6.1255  24.2756  28.1469  -0.0019  -0.0051  0.0022
O  25.6152  13.8623  16.9592  -0.0058  0.0075  0.0189
O  -14.1281  16.4868  20.0034  -0.0063  0.0082  0.0212
O  10.353  7.3528  17.5832  0.0098  0.0005  0.0294
O  12.9684  0.6157  18.9713  -0.0027  0.0111  0.0289
O  12.528  -0.3064  22.2876  -0.0021  -0.0042  0.0247
O  9.4775  23.1146  15.368  0.0113  -0.0141  0.0189
O  10.2619  19.2462  20.1128  -0.0092  0.008  0.0311
O  4.846  9.7805  24.0932  0.0024  -0.0031  0.0268
O  4.2213  3.8762  26.0093  -0.0012  -0.0004  0.0228
O  17.5578  -0.1076  20.1892  0.0038  0.0037  0.0215
O  5.7665  15.9863  14.0466  0.0046  -0.0002  0.0074
O  5.974  6.4989  21.7814  -0.0024  -0.0015  0.015
N  5.0099  8.9858  21.5095  -0.0021  0.0069  0.0164
O  9.2556  9.6789  15.9921  -0.0125  -0.0167  -0.0138
O  1.7307  25.9019  15.7729  0.0032  0.0012  0.036
O  2.4613  0.8836  16.2992  -0.0012  -0.003  0.0276
O  8.7962  4.885  23.6289  -0.0038  -0.0044  0.0159
O  7.9634  2.3706  24.2752  -0.0005  0.0044  0.0123
O  -20.0598  -2.1084  32.6607  0.0068  -0.0022  0.0146
O  -9.3516  18.0493  19.2145  0.0021  -0.0014  0.0137
O  19.2984  15.1065  26.1951  -0.002  0.002  0.0169
O  -5.3105  18.9216  31.1836  0.001  0  0.0062
O  23.9002  1.7527  23.8245  -0.0047  -0.0034  0.0283
O  25.7218  17.6008  20.0628  0.008  0.0056  0.023
O  12.8601  15.7641  20.3864  -0.0053  -0.0096  0.0227
O  19.7866  3.4399  19.3785  0.002  -0.0054  0.0148
O  0.628  7.2521  26.2779  0.002  0.0046  0.0217
O  -6.1893  20.5866  26.6652  -0.006  0.0021  0.0094
O  0.6496  13.2311  31.1326  -0.003  0.0025  0.0125
O  7.2882  21.7081  28.2176  0.0031  -0.0007  0.0177
O  19.6261  16.1455  17.5191  0.0004  -0.0079  0.0376
O  3.5663  32.7733  28.5069  -0.0011  0.0028  0.0116
O  -6.2784  20.5305  13.9716  -0.0005  0.0023  0.0342
O  4.1385  17.9047  14.766  -0.0021  0.01  0.0227
O  17.6723  9.5747  15.1313  0.0228  -0.0103  0.0244
N  -0.3813  13.6231  28.6966  0.0029  0.0038  0.0082
N  -10.2637  4.177  33.1126  0.0095  0.0089  0.0124
O  0.2415  21.7587  17.1256  0.0088  0  0.0182
O  -1.712  1.0314  26.8397  0.0051  0.0026  0.0096
O  -5.5184  2.0912  24.4239  -0.0009  0.0029  0.0078
O  12.5922  19.4005  24.1692  -0.004  -0.0024  0.0079
O  -1.1362  17.4884  33.3533  -0.005  -0.0002  0.0059
N  2.0186  24.0697  21.1225  0.0047  -0.0045  0.0246
O  8.7143  -11.7787  21.476  0.0059  -0.0041  0.0118
O  0.6398  23.7859  26.1513  -0.0063  0.0019  0.0183
O  13.1493  24.0325  28.9907  -0.0013  0.0027  0
O  25.8849  26.0831  23.4798  0.0067  -0.0072  0.0154
O  10.7081  23.3831  19.7119  -0.0061  0.004  0.0184
O  11.329  11.107  28.0571  -0.0027  -0.004  0.0067
O  9.4771  14.6686  31.0493  0.004  -0.0002  0.0153
O  2.8181  24.4035  13.9887  -0.0043  0.0062  0.0163
O  13.2836  6.054  24.7873  -0.0044  0.0038  0.0157
O  3.5633  17.1956  30.55  0.0038  0.0032  0.0124
O  4.3188  12.4812  30.5266  -0.0012  -0.0009  0.0182
O  1.8544  17.6417  28.5953  0.0039  -0.009  0.0113
O  -9.3498  15.4434  29.9164  -0.0014  0  0.0128
O  7.0525  14.7068  33.3769  0.0003  0.0042  0.0093
O  11.3659  21.6566  24.606  0.0036  0.0049  0.0147
O  25.4308  4.8798  28.3758  -0.0026  0.0021  0.0175
O  14.3535  17.5928  22.5701  -0.0044  -0.0084  0.0161
O  -8.1862  11.2741  26.0003  0.005  -0.0035  0.0163
N  17.4913  22.1439  22.7463  -0.0053  0.007  0.017
O  3.808  -3.6452  32.9988  -0.0032  0.0019  0.0039
O  -2.195  -3.6389  24.8394  -0.0064  0.0046  0.0214
O  2.6699  0.2037  32.0638  0.0015  0.0012  -0.0007
O  8.1376  34.4755  29.8398  0  0.0018  0.0042
O  -6.8921  33.2885  22.194  0.003  -0.0013  0.0147
O  18.8308  18.4095  16.5208  0.0069  0.002  0.0179
O  10.8431  -2.3421  28.4419  0.0004  0.0037  0.0046
O  18.9284  8.2107  32.1914  0.0025  -0.0023  0.0098
O  -4.6704  20.6418  33.1103  -0.0027  0.0066  0.0079
H  2.1708  0.5331  41.5387  -0.2886  0.3738  -0.2418
H  0.5417  2.1908  41.5387  0.2906  -0.2653  -0.2303
H  3.2714  4.9119  41.5448  0.2359  -0.3373  -0.2044
H  4.8995  3.2531  41.5448  -0.2489  0.3728  -0.2465
H  0.5646  7.671  41.4842  0.3635  -0.2326  -0.2646
H  2.1949  6.0145  41.4842  -0.2049  0.3189  -0.3118
H  4.8882  8.7351  41.5041  -0.2202  0.2096  -0.3089
H  3.2254  10.3593  41.5041  0.3464  -0.3249  -0.2643
H  7.6202  0.5554  41.4795  -0.3263  0.2264  -0.315
H  5.9555  2.1774  41.4795  0.2684  -0.3676  -0.2652
H  10.3336  3.2849  41.4708  -0.2565  0.245  -0.3349
H  8.704  4.9422  41.4708  0.3592  -0.3734  -0.2629
H  7.6653  5.9819  41.5229  -0.3853  0.3535  -0.224
H  6.0131  7.6169  41.5229  0.2317  -0.2328  -0.2333
H  10.3599  8.738  41.5488  -0.3527  0.2191  -0.252
H  8.7091  10.3742  41.5488  0.3392  -0.2734  -0.2003
H  -0.833  3.5669  5.9792  0.2596  -0.413  0.2674
H  0.8111  1.9239  5.9792  -0.2558  0.3026  0.2344
H  3.5294  -0.8216  6.0347  -0.3763  0.1768  0.297
H  1.8906  0.8261  6.0347  0.2101  -0.3351  0.2912
H  0.8665  7.3735  6.0065  -0.2023  0.4479  0.2616
H  -0.7956  8.9983  6.0065  0.2213  -0.2645  0.3085
H  3.5458  4.6371  5.9803  -0.266  0.2875  0.2239
H  1.9222  6.3002  5.9803  0.2622  -0.3657  0.268
H  4.6349  3.5274  6.0125  0.2626  -0.2275  0.3164
H  6.2637  1.8692  6.0125  -0.4612  0.2584  0.2456
H  8.9827  -0.79  5.9895  -0.227  0.2962  0.2345
H  7.3233  0.8373  5.9895  0.42  -0.2729  0.2656
H  4.63  8.9899  5.9537  0.3265  -0.225  0.263
H  6.2784  7.3512  5.9537  -0.3393  0.2516  0.2196
H  9.0125  4.6258  6.024  -0.3007  0.3913  0.262
H  7.3702  6.2704  6.024  0.3201  -0.2133  0.32

Results
free energy: -152737.195 eV
free energy less fixed offsets of H -15.71, N -386.36, O -570.45, Si -639.56 eV per atom: -1.955 eV

The program warned: the cutoff lies below the one the program advises for these potential files; the forces do not sum to zero within the program's tolerance; empty levels may hold ghost states of the PAW files; the exchange-correlation potential is rough where the density is thin.
